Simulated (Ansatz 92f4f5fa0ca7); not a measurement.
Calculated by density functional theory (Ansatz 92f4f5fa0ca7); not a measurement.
Periodic cell of 216 atoms, Si133O82H1, from a study of silicon, its oxide and their interface. The atomic structure is a simulated model.
Doubt: the cutoff is far below the 930 eV that the study's wrapper takes by default for these files, so forces and energies are approximate.

Settings
functional: PBE
potential files: Ansatz PAW
basis: plane waves
wave-function cutoff: 580 eV
density cutoff ratio: 5
exchange-correlation grid ratio: 1
k mesh: 1 x 1 x 1, Gamma-centred
self-consistency stop: 5e-08 eV per atom in the density residual
occupations: fixed
spin: none
net charge: +1 e, with a uniform compensating background and no finite-size correction

Cell vectors (angstrom)
a  10.938  0  0
b  0  10.938  0
c  0  0  31.3609

Atoms and the computed forces on them: element, x, y, z (angstrom), force x, y, z (eV/angstrom)
Si  0.2625  -0.6748  23.9051  -0.6626  0.1842  -0.2965
Si  5.0108  0.3852  23.8922  0.3801  -0.6823  -0.0838
Si  3.2599  2.1226  23.7731  -0.3784  0.4705  -0.3019
Si  7.8634  3.0926  23.9568  0.4275  -0.3933  -0.103
Si  -0.6089  6.1312  23.9391  0.4023  -0.3302  -0.2853
Si  6.1543  4.8923  23.9593  -0.3336  0.4682  -0.1541
Si  2.153  8.8131  23.948  0.4939  -0.4932  -0.264
Si  8.6546  7.7437  24.2272  -0.6535  0.4148  -0.0774
Si  1.3486  1.2716  24.9848  -0.0214  -0.0059  -0.0207
Si  6.7898  1.3736  25.1692  -0.0775  0.0746  0.0417
Si  4.1807  3.9758  25.0604  0.0528  -0.0047  -0.1458
Si  9.5562  4.1877  25.1649  0.1078  0.0002  -0.03
Si  1.3338  6.8812  25.0963  0.0623  -0.0117  0.005
Si  6.8447  6.7292  25.3047  0.0717  -0.0513  0.019
Si  3.9974  9.6339  25.2107  -0.0231  0.0965  0.1094
Si  9.609  9.5143  25.4247  -0.1005  -0.113  0.0468
Si  2.6678  0.0411  26.5917  -0.025  -0.0296  0.0089
Si  8.1725  0.0238  26.5685  0.0208  0.0291  -0.0132
Si  0.0339  2.7292  26.4399  -0.0484  -0.0204  0.0556
Si  5.4679  2.7239  26.5944  0.0635  -0.0245  0.0637
Si  2.7624  5.434  26.4237  -0.0084  0.0361  0.1125
Si  8.2367  5.4406  26.6668  -0.0189  0.1014  -0.0017
Si  0.0655  8.1449  26.6665  0.0331  -0.0309  0.0619
Si  5.4246  8.2067  26.5268  0.0358  0.0198  -0.0071
Si  4.1018  1.3673  27.9426  -0.2366  0.0962  0.1349
Si  9.5708  1.3673  27.9426  0.1243  0.3048  -0.5808
Si  1.3673  4.1018  27.9426  0.1848  -0.066  -0.8919
Si  6.8362  4.1018  27.9426  -0.0618  -0.257  0.4086
Si  4.1018  6.8362  27.9426  -0.2493  -0.208  -0.6097
Si  9.5708  6.8362  27.9426  0.2222  -0.1511  0.7095
Si  1.3673  9.5708  27.9426  0.1779  0.0862  0.5341
Si  6.8362  9.5708  27.9426  -0.2364  -0.0861  -0.3403
Si  0  0  29.3099  -0.0148  -0.0829  -0.0083
Si  5.469  0  29.3099  -0.0907  -0.0855  -0.0061
Si  2.7345  2.7345  29.3099  0.0912  -0.0049  0.0027
Si  8.2035  2.7345  29.3099  -0.0053  0.0372  0.0256
Si  0  5.469  29.3099  -0.1227  0.0717  0.0347
Si  5.469  5.469  29.3099  0.0266  -0.0332  -0.0232
Si  2.7345  8.2035  29.3099  -0.0132  0.0813  0.0275
Si  8.2035  8.2035  29.3099  0.0544  -0.0294  -0.021
Si  1.3673  1.3673  30.6771  -0.0319  0.0128  -0.0014
Si  6.8362  1.3673  30.6771  0.0496  -0.0176  -0.0397
Si  4.1018  4.1018  30.6771  -0.0353  0.0455  0.015
Si  9.5708  4.1018  30.6771  0.0215  -0.0396  -0.0208
Si  1.3673  6.8362  30.6771  0.0455  -0.0367  -0.0275
Si  6.8362  6.8362  30.6771  0.0019  0.0304  0.0003
Si  4.1018  9.5708  30.6771  0.0454  -0.0392  -0.0149
Si  9.5708  9.5708  30.6771  -0.0472  0.0382  -0.0013
Si  2.7345  0  0.6835  0.049  -0.0672  -0.0227
Si  8.2035  0  0.6835  -0.0371  0.0036  0.0318
Si  0  2.7345  0.6835  -0.0781  0.0179  0.0288
Si  5.469  2.7345  0.6835  0.0431  -0.0398  0.0127
Si  2.7345  5.469  0.6835  -0.0464  0.0749  0.0208
Si  8.2035  5.469  0.6835  0.0911  -0.0397  -0.0255
Si  0  8.2035  0.6835  -0.0182  -0.017  0.0013
Si  5.469  8.2035  0.6835  -0.0171  0.0334  0.0339
Si  4.1018  1.3673  2.0507  -0.0984  -0.0668  -0.0339
Si  9.5708  1.3673  2.0507  0.0352  -0.0211  0.0191
Si  1.3673  4.1018  2.0507  0.1244  0.0482  0.0201
Si  6.8362  4.1018  2.0507  0.0225  0.0792  -0.0079
Si  4.1018  6.8362  2.0507  0.0457  -0.0331  0.0123
Si  9.5708  6.8362  2.0507  -0.1541  -0.0003  -0.0447
Si  1.3673  9.5708  2.0507  0.0138  0.1028  -0.0056
Si  6.8362  9.5708  2.0507  0.0571  -0.0473  0.0567
Si  0  0  3.418  0.2913  0.2847  -0.3282
Si  5.469  0  3.418  -0.475  -0.041  0.4789
Si  2.7345  2.7345  3.418  -0.0236  -0.1077  -0.3534
Si  8.2035  2.7345  3.418  0.1375  0.0614  0.538
Si  0  5.469  3.418  0.1872  0.3386  0.603
Si  5.469  5.469  3.418  -0.0858  -0.0724  -0.3358
Si  2.7345  8.2035  3.418  -0.0145  -0.0121  0.7195
Si  8.2035  8.2035  3.418  0.157  -0.2551  -0.6637
Si  1.3657  1.4151  4.7905  -0.0046  -0.0043  -0.0284
Si  6.8002  1.3712  4.8077  0.0871  0.0741  -0.0298
Si  4.1057  4.0775  4.7539  0.1002  0.1463  -0.0268
Si  9.6183  4.1188  4.8522  -0.0972  -0.1133  0.0443
Si  1.4053  6.8318  4.9171  0.0095  0.02  -0.1097
Si  6.8164  6.8584  4.7288  -0.2012  -0.0729  -0.1121
Si  4.034  9.6069  4.9009  -0.0403  0.055  -0.0861
Si  9.6483  9.4964  4.6761  -0.1351  -0.0047  -0.1259
Si  2.6417  0.1313  6.3142  -0.0215  -0.0958  -0.0629
Si  8.218  -0.123  5.9289  -0.0422  0.0783  -0.1427
Si  0.1163  2.8078  6.2781  -0.0054  0.1635  -0.0439
Si  5.4367  2.7644  6.2178  0.1244  -0.1341  0.2997
Si  2.8082  5.3483  6.2487  -0.0103  0.0378  0.0141
Si  8.1888  5.5424  6.1136  0.2505  -0.0405  0.2884
Si  0.0486  8.3537  6.2364  0.0747  0.0285  0.1879
Si  5.4556  8.1522  6.1656  0.0708  -0.049  0.1301
Si  3.693  1.8648  7.6128  0.5801  -0.4143  0.168
Si  9.7331  1.1025  7.1522  -0.126  -0.007  -0.5996
Si  2.0098  3.577  7.6887  -0.4517  0.5269  0.4271
Si  6.4502  4.6048  7.4133  -0.4476  0.2572  -1.9977
Si  4.6696  6.263  7.3994  -0.4083  0.4095  0.1602
Si  9.0995  7.4296  7.2456  0.1976  -0.2607  0.0537
Si  0.6011  10.4325  7.4621  0.5928  -0.397  0.1512
Si  7.3562  9.0396  7.2247  -0.1952  0.2301  0.1817
O  7.1147  4.1667  9.0397  0.2153  -0.153  0.8553
O  7.2389  9.1698  8.9208  0.1315  -0.2791  -0.0433
O  9.2708  7.3756  8.9419  -0.2731  0.0651  -0.0415
O  0.9092  10.5023  9.1072  -0.1719  0.145  -0.2212
O  4.3109  1.4479  9.142  -0.2061  0.1985  -0.3196
O  1.8296  4.0074  9.3336  0.1544  -0.3055  -0.5726
O  8.3778  1.7026  8.0004  -0.7678  0.9852  0.7129
O  4.2215  6.5564  8.9744  0.2628  -0.2604  -0.2198
O  8.2367  8.2958  22.706  0.2283  -0.166  0.1248
O  8.638  2.3202  22.6631  -0.2817  0.0948  0.3444
O  5.9874  5.7061  22.4975  0.1762  -0.19  0.3415
O  2.7899  2.5814  22.216  0.1576  -0.2607  0.3786
O  10.3452  10.0173  22.4204  0.4291  0.0603  0.2452
O  0.1725  3.6745  18.339  -0.0319  0.0699  -0.0116
O  2.6469  8.6223  22.3561  -0.1569  0.1231  0.41
O  5.5656  -0.5231  22.5889  -0.2124  0.3006  0.2769
Si  7.0602  5.1952  10.4577  -0.162  1.5738  2.4984
Si  -1.3186  3.9122  11.2055  0.9934  -0.0652  0.9152
Si  3.2864  7.2574  10.0786  -0.0484  0.3375  0.11
Si  3.135  13.4869  15.8092  -0.0962  -0.1473  0.3184
Si  -1.3253  12.271  12.763  0.1561  -0.4092  0.3895
Si  -0.25  5.2466  21.0073  -0.0069  0.0181  -0.2788
Si  6.3355  10.2927  21.1584  0.023  -0.0141  -0.3628
Si  9.0295  -1.6328  21.6995  -0.0153  -0.0291  -0.2035
Si  6.2343  -7.969  15.2117  -0.0421  -0.0596  0.5783
Si  1.4699  -1.4499  10.2325  0.0177  -0.0723  0.3941
Si  7.838  2.579  9.259  1.2049  -2.4644  0.5487
Si  5.7464  0.7369  18.6245  -0.0127  0.0905  -0.0624
Si  -1.6925  2.5313  21.1643  -0.0279  -0.0433  -0.4167
Si  7.7035  5.0121  17.1128  0.0376  -0.0355  0.234
Si  6.8798  3.2473  19.4532  -0.0554  0.02  -0.1819
Si  1.5067  4.774  10.7372  0.0533  0.0091  0.3718
Si  5.2162  5.2777  21.1389  -0.0513  0.0765  -0.451
Si  3.4179  -0.2161  16.875  -0.0761  0.0209  0.1838
Si  5.2331  3.7772  12.4591  -0.3625  -0.3782  0.9828
Si  9.8575  -1.3888  11.8118  0.2255  0.1675  0.5308
Si  -3.498  11.2319  14.5551  0.0313  -0.1232  0.353
Si  5.0984  -1.6876  14.614  -0.1124  -0.0252  0.3321
Si  2.5697  3.8603  21.2322  0.143  0.037  -0.3069
Si  1.6613  2.9866  18.4647  -0.0979  -0.129  -0.0372
Si  -0.8177  10.3979  14.6758  0.1039  -0.0679  0.2813
Si  8.0379  8.04  9.8302  0.5241  0.7754  -0.008
Si  5.0051  8.0215  19.5694  -0.0506  -0.0006  0.117
Si  13.2544  9.1604  20.8568  -0.047  -0.0926  -0.3205
Si  10.727  -5.7  17.9851  0.0263  -0.0601  -0.0824
Si  5.1914  6.9996  16.6197  0.0111  0.0651  0.2223
Si  5.2157  12.2913  10.4993  -0.8595  -0.4547  0.5783
Si  11.587  11.5703  20.023  -0.0544  -0.2065  -0.2909
Si  4.0365  9.6583  11.7089  -0.3323  -0.1165  0.3487
Si  -0.2317  8.8315  19.4018  0.1599  0.1041  -0.0356
Si  2.5064  4.3151  13.5862  -0.1024  -0.0357  0.4852
Si  2.178  6.2585  16.0145  -0.038  0.078  0.2109
Si  1.0313  8.9358  16.7397  -0.0689  0.018  0.2148
O  2.2119  -2.648  9.3954  -0.0278  -0.0471  -0.1166
O  6.1464  8.8669  20.3696  0.0365  0.0509  0.1052
O  9.2603  2.8635  10.0175  -0.9022  0.2801  -0.6698
O  -0.3031  10.4685  19.3  0.0349  0.0028  0.1034
O  1.0803  8.3152  20.2216  -0.0345  0.0141  0.0131
O  -2.8832  2.2851  20.0606  0.1487  -0.0486  0.169
O  2.3636  2.9432  14.4403  -0.0103  0.1277  -0.2656
O  -0.1232  4.9337  10.8011  -0.3213  -0.0899  -0.1248
O  -1.0198  2.9039  12.4688  -0.1886  0.3362  -0.4489
O  9.532  4.1197  21.0094  -0.0355  0.106  0.1057
O  5.7537  4.843  11.3537  0.7406  0.1554  -1.2955
O  14.5472  8.774  19.9526  0.0094  0.0019  0.0212
O  3.6782  -5.9511  21.5624  -0.0102  -0.0073  0.2105
O  9.8902  9.3249  13.4426  -0.0659  -0.0458  -0.2796
O  5.8977  3.8975  20.5805  -0.009  0.0032  0.1283
O  5.1036  7.9924  17.9328  0.0047  -0.0391  -0.0966
O  8.6891  -11.2339  15.4529  -0.0474  0.0615  -0.1737
O  9.3198  -5.5263  17.1188  -0.0105  0.001  -0.0272
O  13.1493  -1.1423  17.4708  0.0505  -0.0507  -0.071
O  13.597  3.5063  19.6445  -0.0122  0.0415  0.1346
O  1.9902  5.5364  14.5525  0.0271  -0.1304  -0.279
O  5.7113  11.4781  20.2415  0.0034  0.0003  0.152
O  6.5975  -4.7644  16.8084  -0.0621  0.0008  -0.0786
O  10.6168  1.6505  20.8903  -0.1065  0.0212  0.1924
O  -2.6115  4.8622  11.4509  -0.675  -0.0396  -0.8633
O  4.2424  -2.7712  11.0487  0.0718  -0.2025  -0.1494
O  2.3713  6.1508  10.8487  0.0408  -0.0727  -0.0661
O  12.7852  -0.1831  20.84  0.0202  0.1168  0.1524
O  7.0247  6.7981  10.1702  -0.2567  -1.2126  -0.2934
O  22.1189  -2.037  11.1303  0.0898  -0.0245  -0.197
O  4.061  4.5925  13.2254  0.3144  0.0165  -0.3186
O  4.691  13.9931  15.7481  0.1672  0.0398  -0.1235
O  -0.0533  -2.5977  17.8363  0.0281  -0.0502  0.0212
O  6.044  13.2662  18.3898  0.0355  -0.0088  0.0611
O  -0.5098  6.2585  22.2533  -0.1759  0.1831  0.3883
O  2.4652  14.2111  17.0927  0.0827  0.0339  -0.0576
O  -2.9878  -0.4552  21.341  0.0813  0.0393  0.113
O  5.0851  10.7934  11.1718  0.3091  0.3251  -0.3069
O  1.0732  5.7382  17.1051  0.041  0.0357  0.0029
O  -4.454  9.9843  14.1754  0.0704  0.0319  -0.1294
O  1.1239  4.5185  21.4544  -0.0712  0.0175  0.1367
O  -4.1083  -0.2645  17.9342  0.0517  0.0101  -0.0647
O  -8.4015  10.1765  11.2726  -0.0295  0.0066  -0.1726
O  6.6287  1.3965  15.4171  -0.002  0.0756  -0.1675
O  3.751  6.1642  16.5315  0.0195  -0.0137  -0.0568
O  4.2404  11.3454  18.1158  0.0646  -0.049  -0.0163
O  6.3116  3.3891  13.6292  -0.0494  0.1305  -0.5476
O  5.3703  7.731  15.1519  0.0143  0.058  -0.1171
O  0.2638  9.9296  15.7361  -0.0435  0.058  -0.1292
O  12.6894  7.819  15.8075  0.0368  -0.0578  -0.0613
O  -0.3458  11.8262  14.0081  -0.1821  0.0662  -0.2194
O  6.7898  1.666  10.1391  0.6067  1.0076  -0.6769
O  -0.2665  -5.0013  19.493  0.0018  -0.0317  0.2078
O  -2.8785  22.9191  13.2359  0.0146  0.1373  -0.2867
O  5.1821  6.4702  20.0387  -0.0084  -0.1368  0.0906
O  1.7736  4.0191  12.1647  -0.054  0.0079  -0.318
O  -6.5298  9.9341  15.891  0.0979  -0.0476  -0.1436
O  9.4061  -2.4743  20.3167  -0.08  0.099  0.2179
O  -3.5844  3.8436  16.02  -0.0647  -0.083  -0.253
O  -6.8131  9.4028  13.3146  -0.0083  0.0159  -0.307
O  4.7399  2.435  11.6501  0.1336  -0.011  -0.2842
O  2.8218  0.9725  15.9529  0.0801  0.0826  -0.1529
O  9.8589  0.2481  11.5343  -0.0818  0.1174  -0.132
O  8.5651  8.7762  11.1911  -0.3149  -0.3252  -0.3366
O  7.4984  4.4959  18.6351  0.0143  0.0435  -0.0379
O  1.358  12.3653  18.7885  0.004  0.0478  0.1016
H  -3.3183  0.0712  17.4805  -0.0685  -0.0013  0.111

Results
free energy: -131200.805 eV
free energy less fixed offsets of H -15.97, O -568.88, Si -635.61 eV per atom: -0.545 eV

The program warned: the cutoff lies below the one the program advises for these potential files; the forces do not sum to zero within the program's tolerance; the exchange-correlation potential is rough where the density is thin.
